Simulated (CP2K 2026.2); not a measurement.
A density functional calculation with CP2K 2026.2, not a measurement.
Periodic cell of 504 atoms, Si360O144, from a study of silicon, its oxide and their interface. The atomic structure is a simulated model.
Doubt: the forces sum to 3.63 eV/angstrom along one axis rather than to zero, so they err by at least 0.0072 eV/angstrom per atom on average; the grid cutoff is modest.

Settings
functional: PBE
method: Gaussian and plane waves
basis set: DZVP-MOLOPT-SR-GTH
pseudopotentials: GTH-PBE
grid cutoff: 350 Ry, relative cutoff 50 Ry
k points: Gamma only
occupations: fixed
spin: none
net charge: 0

Cell vectors (angstrom)
a	16.32	0	0
b	0	16.32	0
c	0.1637	7.439	34.2793

Atoms and the computed forces on them: element, x, y, z (angstrom), force x, y, z (eV/angstrom)
Si	1.742	14.752	0.206	-0.204	-0.087	0.707
Si	4.3	1.028	0.086	-0.02	0.217	0.726
Si	1.026	4.291	0.068	0.191	-0.029	0.73
Si	4.021	14.546	34.201	0.024	-0.224	0.714
Si	1.804	16.812	34.169	-0.172	0.085	0.733
Si	3.877	12.501	0.1	0.093	-0.127	0.72
Si	6.527	15.185	0.067	0.227	-0.043	0.761
Si	9.339	1.692	0.083	0.029	-0.215	0.741
Si	7.118	3.876	0.096	-0.192	0.021	0.701
Si	9.236	7.018	0.102	0.168	-0.05	0.733
Si	6.936	9.105	0.142	0.042	0.266	0.673
Si	9.778	11.989	0.042	-0.166	0.116	0.78
Si	12.641	22.184	34.263	-0.218	0.105	0.748
Si	14.691	1.539	0.022	0.141	-0.092	0.728
Si	12.52	3.8	0.05	-0.09	0.15	0.762
Si	15.213	6.56	0.017	-0.155	0.128	0.78
Si	11.979	9.795	0.098	0.055	-0.147	0.748
Si	14.64	12.487	0.084	0.174	0.01	0.751
Si	2.836	16.27	1.56	0.021	-0.002	-0.035
Si	5.467	2.691	1.295	-0.004	0.007	-0.04
Si	2.695	5.485	1.23	0.014	-0.009	-0.035
Si	5.385	8.045	1.477	-0.017	0.001	-0.028
Si	2.724	10.882	1.343	0.018	-0.006	-0.041
Si	5.43	13.635	1.435	-0.003	0.028	-0.06
Si	8.152	16.367	1.305	-0.006	0.009	-0.056
Si	10.917	2.757	1.427	0.001	0.005	-0.044
Si	8.181	5.433	1.466	0	-0.002	-0.04
Si	10.831	8.191	1.37	-0.008	0.005	-0.041
Si	8.13	10.827	1.272	0.004	-0.012	-0.034
Si	10.908	13.588	1.342	0.004	-0.003	-0.057
Si	13.576	16.303	1.365	-0.013	-0.006	-0.039
Si	16.25	2.699	1.372	-0.004	-0.006	-0.037
Si	13.641	5.412	1.347	0.019	-0.012	-0.044
Si	0.057	8.196	1.239	0.002	-0.004	-0.042
Si	13.528	10.94	1.433	-0.005	0.01	-0.052
Si	16.324	13.603	1.317	-0.001	-0.003	-0.021
Si	1.355	1.363	2.71	-0.008	0.01	0.005
Si	4.065	4.088	2.6	0	0.018	0.002
Si	1.377	6.833	2.671	-0.021	0.002	0.02
Si	4.09	9.545	2.736	-0.006	-0.002	0.021
Si	1.321	12.206	2.705	0.002	0.007	0.007
Si	4.147	14.93	2.907	0.003	-0.013	0.055
Si	6.809	1.373	2.733	0.014	-0.015	0.023
Si	9.59	4.124	2.796	-0.002	-0.006	0.025
Si	6.747	6.705	2.817	0.009	0.005	0.017
Si	9.469	9.528	2.743	-0.01	-0.003	0.027
Si	6.821	12.215	2.673	0.007	-0.01	0.014
Si	9.511	14.969	2.648	0.007	0.001	0.011
Si	12.21	1.314	2.748	0	0.002	0.025
Si	14.942	4.06	2.776	0.006	0.014	0.029
Si	12.241	6.798	2.659	-0.002	0	0.007
Si	14.975	9.522	2.636	0.009	-0.001	-0.004
Si	12.209	12.279	2.81	-0.016	0.014	0.025
Si	14.997	14.983	2.708	0	0.003	0.009
Si	16.33	16.331	4.089	-0.011	-0.015	-0.002
Si	2.724	2.749	4.025	0.014	-0.002	-0.002
Si	16.337	5.461	4.058	0.01	-0.011	-0.02
Si	2.716	8.172	4.073	0.011	-0.021	-0.024
Si	16.299	10.855	4.069	0.003	0.013	-0.012
Si	2.692	13.551	4.112	-0.001	0.008	-0.011
Si	5.502	16.344	4.163	0.004	0.002	-0.005
Si	8.182	2.728	4.09	-0.011	0	-0.028
Si	5.381	5.359	4.109	-0.002	-0.015	0.014
Si	8.125	8.144	4.096	0.01	0.009	-0.019
Si	5.46	10.892	4.078	-0.013	0	0.004
Si	8.173	13.595	4.033	-0.008	0.007	-0.015
Si	10.848	16.288	4.085	0.006	0.002	-0.005
Si	13.575	2.693	4.104	-0.004	0.02	-0.015
Si	10.928	5.484	4.118	-0.002	-0.001	0.012
Si	13.614	8.16	4.012	0	0.004	-0.008
Si	10.841	10.881	4.111	-0.01	0.013	-0.014
Si	13.624	13.633	4.094	-0.003	-0.011	-0.011
Si	1.379	14.96	16.313	-0.008	0.01	-0.004
Si	4.076	17.646	16.299	-0.003	-0.008	-0.012
Si	1.378	4.102	16.304	0.019	0.001	0
Si	4.097	6.825	16.35	-0.001	0.016	-0.003
Si	1.361	9.528	16.345	-0.013	0.009	-0.011
Si	4.071	12.243	16.338	-0.003	-0.002	-0.006
Si	6.785	14.959	16.318	0	-0.001	-0.006
Si	9.475	17.684	16.284	-0.013	0.007	-0.008
Si	6.83	4.099	16.318	0.01	0.006	-0.006
Si	9.546	6.787	16.316	0.011	0.006	-0.003
Si	6.787	9.526	16.336	0	0	0.001
Si	9.487	12.208	16.334	-0.014	-0.017	-0.006
Si	12.215	14.937	16.263	-0.007	0.004	-0.007
Si	14.972	17.7	16.267	-0.002	-0.001	-0.015
Si	12.256	4.096	16.311	0.018	-0.003	-0.005
Si	14.973	6.818	16.346	0.008	-0.004	0.003
Si	12.234	9.507	16.357	-0.01	0.005	0
Si	14.943	12.194	16.311	-0.008	0.004	-0.005
Si	2.73	16.309	17.714	-0.002	-0.007	0
Si	5.463	19.009	17.598	-0.007	-0.009	-0.004
Si	2.725	5.464	17.684	-0.006	-0.008	0.012
Si	5.446	8.194	17.736	-0.018	0.018	0.006
Si	2.739	10.865	17.711	0.006	0.023	0.019
Si	5.392	13.646	17.692	-0.002	0.012	-0.017
Si	8.166	16.296	17.673	-0.001	0.014	0.018
Si	10.811	19.085	17.605	-0.004	-0.01	-0.009
Si	8.201	5.455	17.703	-0.005	-0.019	0.004
Si	10.884	8.125	17.71	-0.003	-0.011	0.021
Si	8.103	10.882	17.728	0.014	0.01	0.015
Si	10.898	13.546	17.641	0.007	0.016	-0.003
Si	13.54	16.368	17.555	0.016	0.006	0.006
Si	16.366	19.025	17.634	-0.008	-0.012	-0.021
Si	13.627	5.438	17.695	-0.014	-0.013	0.022
Si	16.325	8.185	17.727	0.014	0.003	0.006
Si	13.6	10.853	17.731	0.004	-0.001	0.001
Si	16.319	13.572	17.607	0	0.002	0.004
Si	1.377	17.692	19.05	-0.003	0.015	-0.021
Si	4.11	20.352	18.937	-0.015	-0.003	-0.035
Si	1.403	6.855	19.079	0.011	0.002	-0.011
Si	4.087	9.536	19.148	0.007	-0.007	-0.005
Si	1.359	12.247	19.012	-0.018	0.02	-0.035
Si	4.07	14.98	19.136	0.003	-0.012	-0.008
Si	6.794	17.68	19	0.001	-0.011	-0.026
Si	9.559	20.424	19.088	0.025	-0.002	-0.001
Si	6.857	6.836	19.047	0.008	0.013	-0.016
Si	9.477	9.475	19.044	0.003	-0.02	-0.035
Si	6.699	12.286	19.057	0.016	-0.022	-0.025
Si	9.554	14.891	18.986	-0.001	0	-0.033
Si	12.125	17.693	18.901	-0.017	-0.019	-0.022
Si	15.032	20.366	18.989	-0.016	0.014	-0.004
Si	12.265	6.772	19.094	-0.008	0.01	-0.032
Si	14.943	9.498	19.132	-0.002	-0.013	0.005
Si	12.227	12.22	19.072	-0.009	0.008	-0.014
Si	14.909	14.986	18.823	-0.004	-0.007	-0.048
Si	16.212	16.304	20.222	-0.013	0.007	0.03
Si	2.793	19.043	20.389	0.021	-0.031	0.078
Si	16.403	5.41	20.368	-0.019	-0.023	0.021
Si	2.795	8.121	20.555	0.007	-0.003	0.037
Si	16.347	10.892	20.404	0.018	0.006	0.022
Si	2.638	13.625	20.452	0	0.003	0.075
Si	5.455	16.38	20.457	0.011	0.005	0.062
Si	8.201	18.999	20.358	-0.011	-0.011	0.047
Si	5.541	5.347	20.24	-0.003	-0.037	0.048
Si	8.124	8.18	20.516	0.003	0.015	0.045
Si	5.334	11.022	20.524	-0.038	0.025	0.038
Si	8.158	13.58	20.345	0.009	-0.002	0.04
Si	10.897	16.268	20.329	0.015	0.018	0.044
Si	13.49	19.057	20.187	0.004	0.029	0.005
Si	10.905	5.444	20.521	0.006	0.023	0.053
Si	13.633	8.079	20.527	-0.003	-0.026	0.044
Si	10.867	10.797	20.392	0.006	-0.026	0.048
Si	13.616	13.699	20.27	0.001	0.001	0.05
Si	1.004	14.835	21.626	0.114	0.045	-0.647
Si	4.412	18.051	21.784	-0.182	-0.284	-0.78
Si	1.753	20.69	21.673	-0.139	-0.129	-0.786
Si	4.126	6.445	21.675	-0.046	0.296	-0.646
Si	1.516	9.699	21.791	-0.08	-0.205	-0.721
Si	3.621	12.051	21.91	0.292	0.183	-0.766
Si	7.091	15.211	21.647	-0.067	-0.074	-0.734
Si	9.326	17.387	21.627	0.094	0.13	-0.713
Si	6.704	20.209	21.669	0.215	0.121	-0.748
Si	9.73	7.037	21.842	-0.132	-0.197	-0.751
Si	6.914	9.829	21.75	-0.093	-0.184	-0.689
Si	9.241	11.937	21.629	0.142	0.112	-0.765
Si	12.493	15.207	21.699	-0.118	-0.142	-0.678
Si	14.587	17.46	21.417	0.012	-0.071	-0.595
Si	12.557	20.561	21.735	-0.263	-0.023	-0.69
Si	14.841	6.431	21.775	0.053	0.23	-0.718
Si	11.986	9.221	21.767	0.141	0.141	-0.806
Si	15.2	12.59	21.547	0.038	-0.091	-0.701
Si	10.528	8.794	29.561	-0.156	-0.019	0.03
Si	0.348	7.411	32.254	-0.093	0.032	0.13
Si	6.239	11.897	29.378	0.068	-0.153	0.043
Si	6.492	13.978	24.442	0.04	0.029	0.036
Si	10.251	7.192	27.012	0.051	0.037	-0.019
Si	15.782	10.104	28.23	-0.041	-0.012	-0.006
Si	8.456	18.641	27.922	-0.073	-0.123	-0.036
Si	3.814	20.509	26.187	0.017	-0.086	-0.059
Si	10.762	19.138	23.834	-0.002	-0.024	-0.168
Si	3.707	13.231	24.897	0.025	0.077	-0.187
Si	3.255	21.145	29.159	0.038	-0.024	-0.043
Si	10.769	17.368	26.353	0.114	-0.039	-0.147
Si	15.32	7.515	26.681	0	-0.057	-0.053
Si	4.562	11.144	26.956	0.157	-0.011	0.023
Si	13.485	15.371	32.201	0.013	-0.004	0.111
Si	15.539	14.816	28.089	0.01	0.035	-0.098
Si	5.642	6.697	28.612	-0.007	0.017	0.156
Si	3.081	7.04	25.183	-0.056	-0.044	-0.009
Si	15.193	11.703	25.904	-0.015	0.019	0.021
Si	15.184	21.327	28.132	-0.075	0.156	0.013
Si	8.617	12.872	27.917	0.001	0.102	0.017
Si	4.787	18.721	29.651	0.081	-0.067	0.036
Si	5.675	18.183	32.296	-0.035	0.017	0.104
Si	10.807	7.331	32.19	0.094	-0.009	0.204
Si	9.197	14.782	25.834	-0.006	-0.045	-0.054
Si	5.352	12.538	32.325	0.056	0.119	0.097
Si	13.675	17.004	27.254	0.112	0.044	0.087
Si	12.973	22.089	26.65	0.086	-0.051	0.09
Si	0.188	18.604	32.079	0.065	-0.1	0.119
Si	7.991	8.623	25.807	-0.043	0	0.032
Si	5.606	8.023	23.938	0.077	-0.022	-0.13
Si	13.968	12.374	28.458	0.028	-0.05	-0.047
Si	11.072	11.818	29.49	0.051	0.02	0.018
Si	11.081	13.314	23.828	0.091	0.115	-0.194
Si	14.976	16.884	29.907	-0.02	0.044	0.023
Si	8.608	21.383	32.243	-0.003	-0.047	0.161
Si	1.286	16.388	24.306	-0.006	-0.052	-0.167
Si	7.196	11.301	25.525	-0.065	0.109	-0.071
Si	7.989	21.644	27.077	0.073	-0.012	-0.147
Si	3.376	8.388	27.682	0.005	0.037	0.042
Si	0.701	14.002	25.642	0.064	-0.111	0.089
Si	7.481	19.482	30.445	-0.031	-0.019	0.109
Si	5.621	18.329	26.902	0.032	0.062	-0.006
Si	8.53	21.402	23.961	0.042	-0.032	-0.171
Si	1.815	9.205	30.068	-0.011	0.02	0.057
Si	13.326	11.196	23.747	-0.083	0.018	-0.106
Si	3.105	10.375	32.399	-0.019	-0.031	0.023
Si	16.25	19.09	23.583	0.049	-0.034	-0.108
Si	11.273	13.123	32.231	0.079	0.018	0.204
Si	14.434	19.646	25.916	-0.15	-0.052	0.05
Si	0.425	7.763	23.951	-0.065	-0.004	-0.132
Si	3.675	17.796	24.86	0.062	0.119	-0.084
Si	0.566	21.23	30.621	0.09	-0.022	0.058
Si	7.46	8.945	29.003	-0.001	0.056	-0.062
Si	1.353	14.952	5.446	0.001	-0.009	0.011
Si	4.076	1.39	5.432	-0.004	0.005	0.001
Si	1.375	4.097	5.417	-0.008	0.001	0.002
Si	4.06	6.789	5.434	0.007	0.008	0.003
Si	1.349	9.512	5.437	0.003	0.005	0.003
Si	4.08	12.217	5.454	0	0.007	0.007
Si	6.845	14.943	5.46	0.012	0.005	0.01
Si	9.518	1.35	5.449	-0.004	-0.004	0.01
Si	6.791	4.051	5.455	-0.002	-0.004	0.015
Si	9.523	6.816	5.45	-0.007	-0.001	0.009
Si	6.789	9.518	5.45	0.004	0.004	0.01
Si	9.503	12.254	5.45	-0.006	-0.009	0.008
Si	12.24	14.966	5.449	0	-0.006	0.003
Si	14.96	1.356	5.45	-0.002	0.005	0.006
Si	12.249	4.08	5.462	0.002	-0.012	0.015
Si	14.959	6.808	5.41	0.002	-0.003	0
Si	12.248	9.51	5.408	-0.003	-0.006	-0.003
Si	14.959	12.236	5.433	0.001	0.007	0.012
Si	2.721	16.328	6.785	-0.001	-0.001	0.002
Si	5.434	2.713	6.825	0.01	-0.002	-0.003
Si	2.711	5.444	6.808	0.007	-0.001	-0.003
Si	5.429	8.148	6.795	-0.004	-0.002	0.005
Si	2.717	10.86	6.806	0.004	-0.004	0.005
Si	5.443	13.597	6.797	-0.002	0.001	0
Si	8.181	16.309	6.826	0.004	-0.009	0.003
Si	10.877	2.719	6.806	-0.005	0.007	0.004
Si	8.155	5.439	6.792	-0.004	-0.005	0.007
Si	10.891	8.169	6.798	-0.007	0.002	0.001
Si	8.149	10.885	6.805	-0.004	0.01	0.005
Si	10.884	13.597	6.805	0	0.005	0.002
Si	13.596	16.324	6.812	-0.003	0.004	0.001
Si	16.331	2.73	6.781	-0.001	0	0.005
Si	13.619	5.445	6.797	-0.005	-0.006	0.003
Si	16.309	8.158	6.794	0.001	-0.002	0.005
Si	13.594	10.875	6.785	0.01	0.004	-0.002
Si	16.314	13.593	6.804	0	-0.001	0
Si	1.359	17.684	8.149	-0.001	0.007	-0.006
Si	4.079	4.089	8.168	0.006	0.002	0
Si	1.35	6.803	8.161	-0.001	-0.011	0.002
Si	4.074	9.502	8.165	-0.004	-0.008	0.001
Si	1.361	12.235	8.159	0.003	0.01	-0.002
Si	4.081	14.966	8.147	0.005	0.005	0.001
Si	6.799	17.667	8.17	-0.015	-0.013	0
Si	9.512	4.079	8.158	-0.007	-0.015	-0.004
Si	6.799	6.8	8.156	0.006	0.007	-0.004
Si	9.524	9.527	8.155	0.009	0.012	0.002
Si	6.791	12.236	8.167	-0.001	-0.008	0
Si	9.538	14.953	8.18	0.005	0.012	0.001
Si	12.24	17.685	8.17	0.006	0.002	0
Si	14.976	4.083	8.156	0.011	0.006	-0.001
Si	12.246	6.799	8.153	0.002	-0.002	-0.003
Si	14.955	9.523	8.152	-0.003	-0.006	-0.005
Si	12.24	12.231	8.157	-0.012	0	0
Si	14.953	14.954	8.164	-0.01	-0.008	-0.001
Si	16.319	16.322	9.512	0.001	0.001	-0.001
Si	2.716	2.722	9.516	0	-0.007	-0.001
Si	16.325	5.44	9.524	-0.004	0.001	-0.001
Si	2.714	8.153	9.528	0.001	-0.002	0
Si	16.317	10.877	9.517	-0.002	-0.001	-0.002
Si	2.722	13.601	9.51	0.001	0.001	-0.003
Si	5.435	16.314	9.523	0.009	-0.002	0.002
Si	8.157	2.719	9.521	0	0.004	-0.005
Si	5.441	5.448	9.525	0.001	-0.003	0.003
Si	8.162	8.163	9.513	-0.002	-0.004	-0.003
Si	5.434	10.869	9.52	-0.005	0.006	-0.001
Si	8.16	13.594	9.522	0.001	0.005	-0.002
Si	10.89	16.319	9.534	0.001	-0.007	0.001
Si	13.608	2.727	9.517	-0.007	0.001	-0.004
Si	10.88	5.441	9.511	-0.002	-0.003	-0.004
Si	13.6	8.162	9.515	0.003	0.001	-0.003
Si	10.879	10.88	9.522	0.003	0.003	0.002
Si	13.596	13.592	9.523	0	0	0.002
Si	1.36	14.96	10.87	0.001	-0.003	0.001
Si	4.075	17.682	10.875	-0.003	0.006	-0.001
Si	1.367	4.083	10.885	0.001	0	-0.002
Si	4.08	6.802	10.891	-0.001	-0.001	0.003
Si	1.356	9.52	10.882	0	0	0.001
Si	4.075	12.234	10.873	0.004	0	0.002
Si	6.796	14.953	10.875	-0.007	0.002	0
Si	9.519	17.679	10.88	0.003	-0.007	0
Si	6.802	4.085	10.88	-0.001	-0.008	0
Si	9.522	6.802	10.874	0.004	-0.002	-0.003
Si	6.799	9.516	10.881	0.006	0.006	-0.002
Si	9.516	12.234	10.884	-0.003	-0.003	0
Si	12.242	14.952	10.892	0.001	0.004	0.003
Si	14.961	17.68	10.879	-0.001	0.001	0.001
Si	12.244	4.086	10.873	0.008	-0.001	0.001
Si	14.964	6.805	10.873	-0.005	-0.007	-0.003
Si	12.238	9.517	10.878	-0.002	0	-0.001
Si	14.956	12.232	10.881	-0.004	0.008	-0.001
Si	2.72	16.318	12.234	-0.001	0.005	0.001
Si	5.432	2.729	12.23	0.001	-0.006	0.001
Si	2.725	5.441	12.253	0.003	-0.009	0.01
Si	5.439	8.166	12.251	0.001	-0.002	0.004
Si	2.716	10.879	12.242	-0.003	0.006	0.002
Si	5.441	13.587	12.23	0.001	0	-0.003
Si	8.15	16.317	12.232	-0.004	-0.002	0.001
Si	10.886	2.72	12.229	-0.006	0.003	-0.002
Si	8.163	5.447	12.239	-0.001	-0.003	0.003
Si	10.879	8.16	12.24	0.002	0.002	0.004
Si	8.159	10.872	12.246	0.003	0.005	0.005
Si	10.872	13.592	12.246	0.001	0.004	0.002
Si	13.606	16.316	12.245	-0.001	-0.006	-0.001
Si	16.321	2.725	12.237	0.002	0	0.001
Si	13.601	5.453	12.229	0.007	0.008	-0.003
Si	16.322	8.157	12.242	-0.008	-0.004	0
Si	13.595	10.871	12.243	0.001	-0.004	0.002
Si	16.323	13.595	12.23	0	0	-0.004
Si	1.364	17.685	13.591	-0.001	-0.004	0.006
Si	4.094	4.088	13.613	-0.002	-0.007	0.004
Si	1.367	6.808	13.61	-0.003	0	0.003
Si	4.075	9.527	13.613	-0.003	0.008	0
Si	1.354	12.237	13.6	-0.008	0.01	-0.002
Si	4.08	14.944	13.583	0.009	-0.007	0.002
Si	6.784	17.682	13.58	-0.011	0.017	-0.001
Si	9.531	4.083	13.586	0.01	-0.008	0.004
Si	6.807	6.808	13.608	0	0	0.005
Si	9.517	9.509	13.608	0.005	-0.002	0.002
Si	6.795	12.233	13.6	0.002	-0.006	-0.004
Si	9.498	14.951	13.594	-0.01	0.013	0.004
Si	12.239	17.681	13.595	0.009	-0.006	0.004
Si	14.965	4.102	13.586	-0.019	0.003	-0.002
Si	12.252	6.812	13.598	0	-0.012	0.002
Si	14.959	9.509	13.601	0.001	0.004	0.003
Si	12.224	12.219	13.605	-0.002	0.007	0.004
Si	14.968	14.946	13.597	0.012	-0.007	-0.003
Si	16.334	16.313	14.946	-0.002	-0.002	-0.003
Si	2.728	19.04	14.957	-0.003	0	-0.004
Si	16.318	5.455	14.964	-0.001	-0.004	-0.006
Si	2.722	8.166	14.982	0.002	0.002	0.002
Si	16.322	10.863	14.956	-0.001	0.002	-0.003
Si	2.723	13.592	14.953	-0.002	-0.007	0.003
Si	5.437	16.305	14.935	0	-0.001	-0.003
Si	8.144	19.052	14.924	-0.001	-0.015	0
Si	5.451	5.46	14.978	0.007	-0.002	-0.001
Si	8.162	8.16	14.984	-0.003	-0.011	-0.002
Si	5.436	10.888	14.972	0.005	0.006	-0.001
Si	8.147	13.586	14.968	-0.001	0.01	0.003
Si	10.854	16.32	14.937	0.001	-0.004	-0.004
Si	13.604	19.063	14.933	0.011	-0.001	-0.006
Si	10.897	5.444	14.942	-0.006	-0.008	0.003
Si	13.603	8.165	14.98	0.004	0.002	0.004
Si	10.868	10.858	14.981	-0.004	-0.003	0.001
Si	13.6	13.574	14.943	0.008	0.002	-0.002
O	1.029	20.113	23.011	0.208	0.187	0.392
O	5.56	19.151	22.147	-0.07	0.144	0.209
O	8.397	10.23	33.84	0.159	0.11	-0.22
O	2.979	5.359	22.159	0.072	-0.038	0.438
O	0.75	10.015	29.179	0.001	0.27	0.033
O	1.041	8.395	31.205	-0.06	-0.022	-0.124
O	13.713	5.312	22.217	-0.07	0.128	0.105
O	12.648	9.89	23.098	0.064	-0.247	0.494
O	10.279	13.807	25.13	0.191	-0.34	0.245
O	0.75	9.121	23.12	-0.238	0.139	0.415
O	6.379	14.536	22.94	-0.273	-0.219	0.129
O	7.333	20.819	23.043	-0.152	-0.058	0.467
O	2.941	15.7	33.709	0.131	0.118	-0.516
O	5.097	11.984	28.231	-0.404	0.437	-0.047
O	9.95	12.651	22.896	0.005	-0.058	0.131
O	14.056	18.087	26.106	0.106	-0.219	-0.218
O	8.22	16.292	22.16	-0.019	-0.038	0.506
O	7.713	14.738	25.18	-0.256	0.278	0.255
O	6.722	12.127	33.075	0.077	0.009	-0.246
O	15.65	6.912	23.114	0.101	-0.273	0.493
O	13.571	16.378	22.154	-0.043	0.004	0.459
O	9.094	6.412	23.215	0.132	0.093	0.473
O	13.757	21.067	33.799	0.079	0.079	-0.52
O	16.445	12.854	33.797	0.072	-0.016	-0.578
O	8.211	20.883	30.755	0.321	0.169	-0.328
O	10.05	13.735	33.081	-0.36	-0.262	-0.322
O	12.053	22.906	32.913	0.234	-0.003	-0.429
O	2.595	10.829	22.277	-0.128	-0.081	0.38
O	0.443	14.162	27.243	0.533	-0.21	0.437
O	11.192	18.447	25.225	0.234	0.263	0.034
O	11.987	11.906	33.02	-0.193	-0.045	-0.545
O	13.182	20.693	25.831	-0.338	-0.105	-0.413
O	2.648	8.217	29.107	0.055	-0.592	0.192
O	10.872	8.218	28.088	0.24	0.254	-0.047
O	3.516	19.687	29.817	-0.269	-0.236	0.388
O	3.902	12.734	23.364	0.309	0.086	0.231
O	14.796	13.666	28.963	-0.02	0.206	0.611
O	4.228	11.465	32.722	0.054	-0.213	0.499
O	5.573	7.385	33.816	0.05	0.011	-0.4
O	5.213	6.848	22.862	0.279	-0.416	0.326
O	3.692	12.048	25.973	-0.411	-0.277	0.068
O	7.988	12.08	26.674	0.073	-0.094	-0.172
O	4.753	19.25	33.081	-0.136	0.081	-0.313
O	11.159	7.833	30.702	0.505	-0.089	-0.34
O	4.534	22.128	29.403	0.262	-0.132	0.351
O	3.619	8.997	33.071	0.005	-0.404	-0.275
O	2.482	7.626	26.572	-0.326	0.074	0.073
O	12.454	12.445	28.955	0.022	0.266	0.112
O	0.92	19.945	31.543	0.379	-0.094	-0.03
O	6.079	16.924	33.196	-0.188	-0.347	-0.244
O	16.183	22.408	31.478	-0.393	-0.201	-0.139
O	5.599	12.456	30.745	-0.317	0.226	-0.046
O	13.753	10.1	33.801	0.046	0.044	-0.486
O	14.726	14.669	32.963	0.164	-0.038	-0.263
O	8.115	10.061	25.064	0.36	0.01	-0.431
O	16.151	8.072	25.417	0.162	0.373	0.254
O	9.573	22.639	32.105	-0.079	0.014	-0.019
O	9.376	20.182	32.998	-0.032	-0.265	-0.395
O	9.474	7.945	25.789	0.254	0.231	-0.441
O	6.828	7.788	25	0.098	-0.178	0.303
O	3.781	5.571	25.327	0.199	0.025	-0.257
O	4.901	17.741	30.937	-0.215	-0.312	-0.106
O	15.176	8.669	27.808	-0.294	-0.121	0.27
O	9.914	12.071	28.411	0.039	-0.283	-0.239
O	11.041	18.318	33.816	-0.001	-0.114	-0.247
O	6.834	12.382	24.381	-0.002	-0.297	-0.412
O	10.858	8.147	22.289	-0.017	0.053	0.327
O	5.3	19.909	26.566	0.54	0.269	-0.001
O	11.224	10.235	29.719	0.291	-0.136	0.27
O	4.194	8.154	24.73	-0.116	0.55	0.206
O	15.307	18.466	22.457	0.176	0.337	-0.109
O	10.053	18.001	22.939	0.079	-0.324	0.475
O	2.623	16.615	25.198	0.053	-0.453	0.464
O	14.063	17.573	28.739	-0.108	0.428	0.102
O	15.307	19.883	24.596	0.207	0.336	-0.122
O	2.86	10.194	30.815	0.357	0.159	-0.228
O	13.882	7.008	26.108	-0.154	0.457	-0.341
O	4.78	17.926	28.244	-0.258	-0.42	-0.02
O	2.944	21.064	33.872	0.097	-0.118	-0.555
O	3.592	9.953	27.411	-0.089	0.118	0.228
O	12.086	16.75	27.059	-0.022	-0.279	0.396
O	11.435	6.208	26.517	-0.19	-0.313	-0.323
O	5.029	14.167	25.152	0.002	0.401	0.39
O	10.666	12.554	30.861	-0.241	0.148	-0.154
O	1.834	6.971	24.148	0.028	-0.548	-0.063
O	4.816	7.68	27.637	0.196	0.204	-0.522
O	15.354	19.057	33.109	-0.097	-0.118	-0.34
O	15.802	17.91	30.813	-0.064	0.147	-0.158
O	12.35	14.273	31.914	-0.027	0.039	-0.393
O	16	6.252	27.46	0.689	0.007	0.022
O	16.27	13.683	22.17	-0.112	-0.189	0.623
O	7.611	8.831	27.383	-0.103	0.058	-0.025
O	8.249	15.512	33.858	-0.188	-0.12	-0.534
O	1.208	17.586	32.841	-0.1	-0.09	-0.513
O	1.922	21.717	29.874	0.135	0.309	0.144
O	14.082	12.434	26.838	-0.578	0.499	-0.464
O	11.828	14.53	23.037	0.156	0.047	0.533
O	16.052	15.914	29.162	0.518	0.164	-0.077
O	7.097	18.841	31.877	0.617	-0.198	0.334
O	7.483	12.891	29.065	-0.016	0.453	0.31
O	8.406	20.193	27.565	0.031	0.103	0.227
O	9.11	6.3	27.717	0.013	-0.064	0.571
O	15.467	8.204	32.992	-0.261	-0.321	-0.329
O	13.983	16.005	30.82	-0.167	-0.087	-0.177
O	5.066	17.486	25.637	0.209	-0.669	-0.226
O	13.595	21.763	28.141	-0.44	-0.099	0.524
O	8.001	21.69	25.456	-0.043	-0.041	0.01
O	14.331	10.748	24.93	-0.115	-0.339	0.213
O	8.12	10.867	22.174	-0.133	-0.144	0.582
O	3.152	19.278	25.339	-0.301	0.111	0.04
O	7.283	21.835	33.05	-0.174	-0.236	-0.206
O	9.872	18.049	27.498	0.283	-0.043	0.548
O	14.644	10.99	28.972	-0.024	-0.378	0.489
O	14.262	11.971	22.705	-0.025	0.155	0.162
O	3.036	20.887	27.565	-0.54	-0.073	0.077
O	1.724	10.896	33.05	-0.373	-0.067	-0.255
O	16.111	12.772	25.109	-0.152	-0.265	-0.497
O	0.221	15.403	25	-0.697	0.069	0.19
O	9.822	16.251	25.685	-0.293	0.201	-0.195
O	6.573	22.101	27.677	-0.071	-0.416	-0.101
O	10.324	8.604	33.06	0.349	0.384	-0.182
O	6.566	7.679	29.528	0.111	-0.085	0.586
O	16.191	10.859	26.853	0.632	-0.203	-0.319
O	12.177	12.21	24.26	0.091	0.167	0.376
O	4.801	13.967	32.871	0.262	0.192	-0.359
O	15.749	20.864	29.546	-0.145	-0.355	0.257
O	0.66	17.856	24.273	-0.074	-0.031	0.207
O	12.048	19.746	23.06	0.208	-0.199	0.275
O	14.473	15.591	27.111	0.004	-0.341	-0.581
O	9.72	20.33	24.088	0.057	0.313	0.141
O	9.04	14.346	27.394	0.23	0.483	0.525
O	15.349	20.039	27.182	0.449	-0.528	0.093
O	6.068	9.314	23.066	-0.334	0.432	0.102
O	7.183	17.987	27.145	0.08	-0.602	-0.049
O	5.84	10.628	26.106	-0.101	-0.604	0.031
O	1.61	15.746	22.845	0.567	0.212	0.046
O	12.88	16.566	33.097	0.284	0.126	-0.318
O	6.745	10.345	29.43	0.059	-0.103	0.113
O	6.096	19.698	29.635	-0.093	0.449	-0.032
O	3.829	17.686	23.255	-0.068	-0.079	-0.013
O	8.915	8.901	29.709	-0.235	0.174	0.53
O	1.434	23.208	33.313	0.237	0.368	0.161
O	2.242	13.871	25.15	0.038	0.2	-0.15
O	8.369	18.487	29.536	0.534	-0.508	0.393

Results
total energy: -101656.652 eV
total energy less fixed offsets of O -438.35, Si -107.03 eV per atom: -3.452 eV
